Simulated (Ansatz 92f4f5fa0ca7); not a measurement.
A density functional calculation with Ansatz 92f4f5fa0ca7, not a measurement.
Periodic cell of 226 atoms, Si133O92P1, from a study of silicon, its oxide and their interface. The atomic structure is a simulated model.
Doubt: the cutoff is far below the 930 eV that the study's wrapper takes by default for these files, so forces and energies are approximate.
This geometry differs little from another in the collection (a relaxation step or a small displacement).

Settings
functional: PBE
potential files: Ansatz PAW
basis: plane waves
wave-function cutoff: 580 eV
density cutoff ratio: 5
exchange-correlation grid ratio: 1
k mesh: 1 x 1 x 1, Gamma-centred
self-consistency stop: 5e-08 eV per atom in the density residual
occupations: fixed
spin: none
net charge: +1 e, with a uniform compensating background and no finite-size correction

Cell vectors (angstrom)
a 10.938 0 0
b 0 10.938 0
c 0 0 31.9494

Atoms: element, x, y, z (angstrom)
Si 10.6237 -0.0004 24.4138
Si 5.0774 0.1219 24.6641
Si 2.8205 2.2905 24.526
Si 8.567 2.4371 24.5611
Si 10.7084 5.5853 24.3319
Si 5.155 5.613 24.4439
Si 2.9857 7.9559 24.4031
Si 8.4159 7.8294 24.4118
Si 1.2912 1.128 25.8379
Si 6.815 1.3272 25.7446
Si 3.9824 4.0095 25.728
Si 9.6878 4.0211 25.8516
Si 1.3364 6.7944 25.6688
Si 6.8023 6.7201 25.7476
Si 3.9992 9.466 25.9582
Si 9.4806 9.4386 25.7992
Si 2.6321 -0.1355 27.2901
Si 8.1406 -0.0722 27.1473
Si 0.0781 2.6508 27.2101
Si 5.4467 2.722 27.1114
Si 2.6647 5.4139 27.1073
Si 8.1894 5.3671 27.1312
Si 0.0088 8.1515 27.1301
Si 5.511 8.1385 27.1801
Si 4.0809 1.3266 28.4968
Si 9.5481 1.3116 28.5077
Si 1.3865 4.0641 28.5645
Si 6.8054 4.0616 28.5231
Si 4.0803 6.7751 28.488
Si 9.5568 6.7767 28.481
Si 1.2906 9.4771 28.6285
Si 6.8243 9.5296 28.5654
Si -0.0393 -0.0244 29.9383
Si 5.4481 -0.0167 29.8927
Si 2.7653 2.7118 29.9061
Si 8.1863 2.7013 29.8704
Si -0.0173 5.4385 29.8899
Si 5.4552 5.4494 29.8915
Si 2.7352 8.1395 29.9095
Si 8.2233 8.1644 29.887
Si 1.367 1.3715 31.2693
Si 6.8218 1.364 31.2524
Si 4.1104 4.0876 31.2763
Si 9.5446 4.0798 31.249
Si 1.3541 6.8067 31.2735
Si 6.8283 6.837 31.2598
Si 4.0856 9.5584 31.2595
Si 9.5555 9.5355 31.2899
Si 2.7455 0.008 0.6891
Si 8.2 0.0121 0.6613
Si -0.0023 2.7573 0.6873
Si 5.4848 2.7458 0.698
Si 2.7359 5.4616 0.6819
Si 8.2116 5.4786 0.6778
Si 0.0195 8.2063 0.7116
Si 5.472 8.23 0.6919
Si 4.1038 1.4035 2.0722
Si 9.5938 1.3437 2.0391
Si 1.3512 4.1448 2.0614
Si 6.8264 4.1484 2.0575
Si 4.0895 6.8591 2.0375
Si 9.5797 6.8395 2.0684
Si 1.3767 9.6161 2.0705
Si 6.8518 9.6299 2.0512
Si 0.0348 0.0471 3.4758
Si 5.4842 0.0429 3.453
Si 2.7072 2.7751 3.4087
Si 8.254 2.7771 3.3502
Si 0.0217 5.5132 3.4784
Si 5.4714 5.5429 3.4264
Si 2.7494 8.2509 3.407
Si 8.243 8.2843 3.3849
Si 1.3753 1.4633 4.8593
P 6.9156 1.4712 4.7181
Si 4.0674 4.1538 4.742
Si 9.5975 4.0735 4.806
Si 1.3641 6.979 4.846
Si 6.8392 6.998 4.7335
Si 4.1061 9.5818 4.8261
Si 9.6135 9.5918 4.824
Si 2.742 0.034 6.1557
Si 8.2701 0.1267 6.0877
Si 0.0261 2.8086 6.3295
Si 5.5305 2.8125 6.0435
Si 2.7504 5.5893 6.1436
Si 8.2603 5.6137 5.9548
Si 0.0331 8.3182 6.3738
Si 5.5029 8.2895 6.2467
Si 4.4191 1.1719 7.3193
Si 9.8075 1.1757 7.6349
Si 1.1796 4.5227 7.5306
Si 6.6705 4.5323 7.2304
Si 4.3183 6.6863 7.5499
Si 9.7238 6.6288 7.5092
Si 1.2643 9.9329 7.7108
Si 6.6967 9.9696 7.4212
O 9.5826 1.2394 23.9854
O 4.1024 6.8043 23.9494
O 4.0135 1.237 24.0348
O 9.535 6.6971 23.901
O -0.0253 5.5701 8.0159
O 5.5611 0.134 7.9331
O 0.044 0.0829 8.1323
O 5.501 5.545 7.8294
O 7.618 3.9434 8.4116
O 8.7092 7.0631 8.7507
O 2.1732 9.4417 9.03
O 8.8846 1.6764 8.9287
O 7.6753 9.5085 8.6632
O 3.6299 1.9268 8.5279
O 3.5928 7.2148 8.9489
O 2.0596 4.0537 8.8471
O 8.1329 3.4945 23.3684
O 0.4527 4.9302 22.957
O 1.8963 2.7392 23.2463
O 5.828 4.9085 23.1159
O 5.5301 9.9795 23.5156
O 2.4439 8.6969 23.0272
O 0.1885 10.0637 23.0892
O 7.7874 8.572 23.0737
Si 8.6605 7.6996 18.442
Si 8.7924 6.363 13.6348
Si 3.7957 1.5439 14.7418
Si 2.1414 5.7504 17.6315
Si 2.419 3.1437 19.4905
Si 9.8207 9.0352 12.0804
Si 1.3308 9.4215 22.0731
Si 9.1772 0.9654 13.1977
Si 1.4245 5.0514 13.0326
Si 1.7964 8.2515 12.8278
Si 6.6492 9.5512 22.4239
Si 4.5291 4.6072 15.7119
Si 8.2131 3.0269 9.5994
Si 0.8424 8.2468 19.2619
Si 6.9504 1.3483 21.089
Si 8.2391 8.3424 9.6711
Si 10.8947 5.2065 15.6111
Si 7.5716 9.5024 16.3187
Si 9.931 2.0571 20.2949
Si 3.2165 8.5055 9.9273
Si 6.6964 3.3471 17.4054
Si 1.1672 0.2114 19.8021
Si 3.2436 2.8113 12.3032
Si 7.2197 5.3934 19.6811
Si 5.7467 8.6917 11.5495
Si 5.7938 6.0892 13.2162
Si 4.6364 9.7058 17.6254
Si 1.0214 3.5958 22.1693
Si 4.8987 1.4845 18.7985
Si 3.21 3.1274 9.5313
Si 6.4543 10.8301 13.7993
Si 10.353 0.1206 15.971
Si 5.6679 3.6794 11.1767
Si 9.8454 3.9024 11.913
Si 2.3452 9.9257 15.5515
Si 6.0767 8.1197 19.7994
Si 6.9332 3.9706 22.3693
Si 9.7535 2.78 17.3637
O 7.2041 6.3917 13.986
O 1.8842 7.0601 18.6793
O 10.2834 4.0448 16.5277
O 6.1675 9.9609 17.0515
O 10.1555 0.702 14.4623
O 8.4474 6.1169 18.8563
O 5.1761 0.6967 14.4393
O 5.7145 2.0572 17.5165
O 8.3482 1.9416 20.5576
O 1.9939 4.3003 18.4042
O 6.9606 2.8202 10.6371
O 4.8809 2.7164 12.2255
O 6.0333 4.3936 16.3406
O 4.5707 3.9601 9.9578
O 10.6879 2.7745 21.5557
O 9.7385 6.1702 14.9606
O 6.0087 6.4841 19.8405
O 4.0829 0.1709 18.28
O 9.2597 10.5554 12.2668
O 2.8539 4.3539 12.6978
O 1.9099 10.7068 21.2138
O 3.9962 2.722 19.3845
O 0.7314 10.0433 15.962
O 1.2793 9.8043 18.8381
O 1.7121 1.6663 19.2732
O 8.9414 10.3966 16.4932
O 4.8755 8.5817 18.7915
O 9.5891 8.763 10.4776
O 6.7494 4.0853 18.8537
O 2.8484 1.7125 13.4043
O 5.8255 8.7682 21.2665
O 2.5752 2.4341 10.8632
O 7.6172 4.8476 21.1716
O 5.2252 7.4918 12.5512
O 0.4375 9.066 12.4975
O 7.5863 1.0642 13.5746
O 7.1116 9.6388 14.7431
O 8.9751 5.0315 12.6983
O 8.097 8.0411 16.9122
O 6.2128 2.5711 21.9031
O 2.4615 9.0683 14.1119
O 0.4275 4.4918 11.8635
O 0.816 8.3159 20.9364
O 9.3944 3.839 10.3476
O 9.6572 2.3846 12.5213
O 7.621 8.5625 19.3948
O 2.5531 8.162 11.3715
O 3.9741 3.0682 15.3688
O 0.8355 4.4827 14.4399
O 10.0489 2.9978 18.9565
O 9.1423 7.8026 12.9265
O 10.5138 0.5369 20.0765
O 6.0487 5.0596 11.9478
O 8.1542 2.7421 17.0096
O 3.5403 5.4841 16.7322
O 4.6619 9.1429 10.3819
O 1.5374 6.6721 13.1855
O 4.7602 5.5034 14.3457
O 2.0509 3.8532 20.924
O 10.5542 1.4178 16.9424
O 0.9561 6.0727 16.5516
O 7.3299 10.9513 21.9414
O 5.9356 0.9115 19.9121
O 6.064 10.0487 12.4047
O 2.8473 0.5491 15.6052
O 7.0466 8.059 10.7488
O 10.246 8.0184 18.6897
O 3.4482 9.1983 16.5776

Results
free energy: -137633.798 eV
free energy less fixed offsets of O -568.88, P -755.39, Si -635.61 eV per atom: -5.318 eV

Forces (eV/angstrom), in the order of the atoms: element, x, y, z
Si 0.0005 0.0092 0.0107
Si -0.0056 0.0035 0.0101
Si 0.0047 -0.0078 0.0138
Si 0.0057 -0.0022 0.0143
Si -0.0075 0.0023 0.0082
Si 0.0009 0.01 0.0145
Si 0.0069 -0.0056 0.0161
Si 0.0031 -0.0097 0.0044
Si -0.001 0.0004 0.0047
Si 0.0001 0.0011 0.0007
Si -0.0003 -0.0012 0.0024
Si 0.0007 -0.0028 0.0052
Si 0.0045 -0.0004 0.0006
Si -0.0028 -0.0001 0.0055
Si 0.005 -0.0033 0.0022
Si 0.0023 0.0016 0.0035
Si 0.0029 0.0065 -0.005
Si 0 0.0005 0.0011
Si -0.0016 -0.0025 -0.006
Si 0.0006 -0.0009 0.0004
Si 0.0006 0.0042 0.0019
Si 0.0038 0.0027 -0.0052
Si -0.0051 -0.0031 0.0019
Si -0.0033 -0.0032 -0.006
Si 0.0003 0.0004 -0.0005
Si -0.002 0.0006 -0.0022
Si 0.0061 -0.0014 0.0068
Si -0.0024 -0.003 -0.0001
Si -0.0026 -0.0048 -0.0044
Si 0.0015 -0.0005 -0.0056
Si -0.0066 -0.0065 0.018
Si 0.0018 0.0005 0.0064
Si -0.0019 -0.0061 -0.0031
Si 0.0021 0.0013 0.0014
Si 0.001 0.0062 -0.0033
Si -0.0051 -0.0032 0.0018
Si -0.001 -0.0016 -0.0012
Si 0.0023 -0.0025 -0.0003
Si -0.0065 0.0013 -0.0022
Si 0.0002 0.0059 -0.0021
Si 0.0015 0.0007 0.0005
Si 0.0061 0.0011 0.0049
Si -0.0031 -0.0021 0.0052
Si 0.0012 0.0024 -0.0012
Si 0.0036 -0.0002 0.0007
Si -0.0032 -0.003 0.0012
Si 0.0008 0.0018 -0.0002
Si -0.0019 0.0027 0.0045
Si 0.0005 0.0005 0.0057
Si -0.007 0.0059 0.0051
Si -0.0047 -0.0027 0.0072
Si 0.0035 -0.0051 0.0039
Si -0.0006 0.0018 0.0038
Si -0.0016 -0.0035 0.0048
Si 0.0012 -0.0017 0.0012
Si 0.004 0.0027 0.0073
Si -0.0052 0.008 0.0001
Si -0.0073 -0.0015 0.0003
Si 0.0131 -0.0023 0.0031
Si -0.0018 0.0024 0.0001
Si -0.0001 -0.0101 0.0028
Si -0.005 0.003 0.0025
Si -0.0041 0.0024 0.0003
Si 0.007 -0.0013 0.0014
Si 0.0018 0.0047 0.0188
Si 0.0149 -0.0026 -0.0216
Si -0.0003 -0.0017 0.0113
Si 0.0052 -0.0079 -0.0098
Si -0.0037 0.0009 0.001
Si -0.0076 -0.0024 0.0203
Si 0.0032 0.0028 -0.0088
Si -0.003 0.0055 0.0026
Si -0.0013 0.0011 -0.0031
P -0.005 0.0117 -0.0092
Si -0.0095 0.0261 -0.0187
Si 0.005 0.0072 0.0112
Si -0.0084 -0.0017 0.0007
Si -0.0068 0.0087 -0.0044
Si -0.0111 -0.0074 0.0142
Si -0.0045 0.0095 -0.0211
Si -0.0063 0.0108 -0.0175
Si 0.0246 -0.0066 -0.0175
Si 0.0048 -0.0069 -0.0093
Si 0.0044 0.015 -0.0191
Si 0.0293 -0.0189 -0.0075
Si 0.0098 -0.0004 -0.007
Si -0.0006 -0.0142 -0.0081
Si 0.0132 -0.0194 -0.0094
Si -0.0199 0.0088 0.0046
Si 0.0006 -0.002 -0.0011
Si -0.017 -0.012 -0.0156
Si -0.0288 -0.0048 -0.0352
Si -0.0177 0.012 -0.0659
Si -0.009 -0.0066 -0.0229
Si 0.0034 0.0182 0.0192
Si -0.0006 -0.0041 0.0049
O -0.0044 -0.0054 -0.0028
O -0.0054 0.0002 -0.0024
O 0.002 0.0016 -0.0013
O 0.0014 0.0025 0.0039
O -0.0078 0.0055 0.0092
O 0.006 -0.0172 -0.0088
O 0.0029 -0.0064 -0.0168
O 0.0333 0.0327 0.0477
O 0.0232 -0.02 0.0389
O -0.0144 0.0157 0.0243
O 0.0076 -0.0084 0.0083
O -0.0088 0.0123 0.0156
O 0.0141 -0.0259 0.0262
O -0.0055 -0.0124 0.015
O -0.0128 0.0163 0.0381
O 0.0089 0 0.0117
O -0.0143 0.0118 -0.0185
O 0.0093 -0.0137 -0.012
O -0.0156 0.0131 -0.0219
O 0.0137 -0.0135 -0.014
O 0.0142 -0.0116 -0.0183
O -0.0133 0.012 -0.0186
O 0.0123 -0.0099 -0.0164
O -0.0127 0.0124 -0.0097
Si -0.0002 0.0003 -0.0069
Si -0.0014 -0.0001 0.0114
Si -0.0021 0.001 0.0048
Si -0.0033 -0.0016 -0.0046
Si -0.0065 0.0031 -0.0031
Si -0.0018 -0.0007 0.0045
Si 0.001 0.0001 0.0234
Si -0.0007 0.0038 0.0094
Si 0.0039 -0.003 0.012
Si 0.0021 0.0002 0.0005
Si 0.0016 -0.0034 0.0175
Si 0.0008 0.0017 0.0017
Si -0.0065 -0.0135 -0.0359
Si 0.0014 0.0052 -0.0005
Si 0.0028 -0.0004 -0.0017
Si 0.0043 0.0062 -0.0403
Si 0.0006 0.0009 -0.0003
Si 0.0003 -0.0011 0.0006
Si 0.0002 0.0017 -0.0028
Si -0.0123 -0.0032 -0.0409
Si 0 0.0015 -0.0005
Si 0.0015 -0.0037 -0.0059
Si 0.0031 -0.0048 -0.0019
Si 0.002 -0.0067 -0.0009
Si 0.0025 0.0021 -0.0019
Si 0.0032 -0.0003 0.0076
Si -0.0015 -0.0018 -0.0019
Si 0.004 0.0069 0.0237
Si 0.0036 -0.0011 -0.0048
Si -0.0023 0.0005 -0.0254
Si -0.0003 0.0002 0.0057
Si 0.0021 0.0037 -0.0014
Si 0.0017 -0.0134 -0.0108
Si -0.0071 -0.005 -0.0034
Si -0.0009 -0.0018 0.0009
Si -0.0015 0.0052 -0.0016
Si -0.0009 0.0038 0.0178
Si 0.0027 0.0009 0.0017
O 0.001 0.0007 -0.0071
O 0.0021 -0.0045 0.0044
O -0.0019 -0.0023 0.0006
O 0.0018 -0.0015 -0.0013
O 0.0046 -0.0046 0.0026
O 0.0019 0.0025 0.0044
O -0.0016 0.0004 -0.005
O 0.0013 0.0011 -0.0001
O 0.0052 0.0003 0.0057
O 0.0017 0.0047 0.0008
O -0.0147 0.0065 0.006
O -0.004 -0.0023 -0.0015
O 0.001 -0.0004 -0.002
O 0.0143 0.0019 0.0132
O -0.0096 -0.0096 -0.0036
O 0.0045 -0.0022 0.0003
O 0.0001 -0.0001 0.0066
O 0.0004 -0.0017 0.0044
O 0 0.0065 -0.0062
O -0.0056 0.0068 -0.0079
O -0.0004 0.0087 -0.0062
O 0.0023 -0.002 0.0066
O -0.0009 0.0001 -0.0023
O -0.0001 -0.0018 0.002
O 0.002 0.0008 0.006
O -0.0019 -0.0021 0.0001
O -0.0028 0.0015 0.0012
O 0.011 0.0054 0.014
O -0.0009 -0.0041 0.001
O 0.0016 -0.0036 0.0005
O -0.0048 -0.0113 -0.0121
O -0.002 -0.0036 0.0187
O 0.0033 0.0103 -0.012
O -0.0009 -0.0066 -0.0035
O 0.006 -0.0013 -0.0083
O -0.0024 -0.0025 -0.0077
O 0.003 -0.0026 0.001
O -0.0033 0.0103 -0.0017
O -0.0016 0.0022 -0.0024
O -0.0003 -0.0105 0.0009
O 0.0024 0.007 0.0034
O 0.0063 0.0034 -0.005
O -0.0034 -0.0084 -0.0114
O 0.0152 0.0092 0.0165
O -0.0001 -0.0072 -0.0056
O 0.0046 -0.0018 0.0061
O -0.0142 -0.0027 0.0244
O 0.0015 0.003 -0.0022
O -0.0047 -0.0003 0.0007
O -0.0005 0.0034 -0.0037
O -0.0024 -0.0081 -0.0041
O 0.0019 -0.0015 0.0069
O 0.0008 0.0169 0.0018
O -0.0007 0 -0.0002
O -0.0004 0.0007 0.0011
O 0.0141 -0.0017 0.0085
O -0.001 -0.0013 -0.0095
O -0.0037 -0.0044 -0.0002
O 0.0097 -0.0035 -0.0115
O -0.0002 0.0002 0.0008
O 0.0013 0.0004 0.0008
O 0.0008 0.0106 0.0008
O -0.0101 -0.0012 -0.0031
O 0.0039 0.0092 0.0017
O -0.0014 -0.0021 -0.0018
O -0.0179 -0.0012 0.0071
O -0.0039 -0.0024 0.0049
O 0.0022 -0.0007 -0.0006

The program warned: the cutoff lies below the one the program advises for these potential files; the forces do not sum to zero within the program's tolerance; the exchange-correlation potential is rough where the density is thin.
